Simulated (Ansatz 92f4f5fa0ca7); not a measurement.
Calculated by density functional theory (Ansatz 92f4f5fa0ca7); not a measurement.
Periodic cell of 272 atoms, Si165O105As2, from a study of silicon, its oxide and their interface. The atomic structure is a simulated model.
Doubt: the cutoff is far below the 930 eV that the study's wrapper takes by default for these files, so forces and energies are approximate.

Settings
functional: PBE
potential files: Ansatz PAW
basis: plane waves
wave-function cutoff: 580 eV
density cutoff ratio: 5
exchange-correlation grid ratio: 1
k mesh: 1 x 1 x 1, Gamma-centred
self-consistency stop: 5e-08 eV per atom in the density residual
occupations: fixed
spin: none
net charge: 0

Cell vectors (angstrom)
a, 11.6015, 0, 0
b, 0, 13.3963, 0
c, 0, 0, 29.8085

Atoms and the computed forces on them: element, x, y, z (angstrom), force x, y, z (eV/angstrom)
Si, 11.5456, 0.1641, 22.9376, 0.0134, -0.0445, 0.0215
Si, 3.908, 0.1212, 23.0123, -0.0259, -0.0108, -0.0152
Si, 7.6713, 0.0858, 23.1548, 0.0029, -0.0786, -0.0591
Si, 2.0243, 3.4271, 22.9257, -0.1166, 0.0667, -0.0148
Si, 5.8832, 3.6476, 23.047, -0.0146, -0.0304, 0.0431
Si, 9.7775, 3.5021, 23.1771, 0.2578, 0.0147, 0.0625
Si, 11.6338, 6.8279, 23.0423, -0.031, -0.0193, 0.0049
Si, 3.9479, 7.0085, 23.1637, -0.0069, -0.0035, 0.038
Si, 7.7776, 6.829, 23.1419, 0.0295, -0.1119, -0.006
Si, 2.0201, 10.2097, 23.2373, 0.0035, -0.0445, 0.0359
Si, 5.8418, 10.073, 23.2719, -0.0075, 0.0225, -0.0062
Si, 9.8254, 10.0708, 23.1757, -0.0366, 0.0244, -0.0581
Si, 11.7052, 2.34, 23.8601, -0.1162, 0.0017, 0.1244
Si, 3.9747, 2.3697, 23.7521, 0.0104, 0.0038, -0.0192
Si, 7.7751, 2.3738, 23.7884, -0.052, 0.0301, -0.0041
Si, 2.0096, 5.6932, 23.6921, 0.0414, -0.0277, 0.001
Si, 5.8297, 5.7907, 23.9775, -0.0607, 0.0031, -0.0149
Si, 9.7164, 5.7281, 23.9253, -0.0145, -0.0369, 0.0041
Si, 11.7259, 9.0029, 23.9867, 0.0341, -0.0077, 0.0145
Si, 3.8935, 9.1061, 24.1645, -0.0026, 0.0151, -0.0017
Si, 7.8362, 9.0321, 23.9436, -0.0005, 0.0506, -0.0189
Si, 1.913, 12.4798, 23.8031, -0.0278, 0.0038, -0.005
Si, 5.7677, 12.3466, 23.9208, 0.0292, 0.018, -0.0026
Si, 9.6793, 12.3695, 23.7993, 0.0113, -0.0009, 0.0222
Si, 11.6497, 2.2637, 26.2392, 0.0197, -0.0142, -0.0308
Si, 3.9075, 2.2898, 26.1701, 0.0061, 0.0092, -0.004
Si, 7.7524, 2.293, 26.1924, 0.0196, -0.0031, 0.0017
Si, 1.9656, 5.6115, 26.1395, 0.0106, 0.0133, -0.0012
Si, 5.8139, 5.652, 26.3161, 0.0014, 0.011, -0.0024
Si, 9.6937, 5.6356, 26.282, 0.0029, 0.0081, -0.0035
Si, 11.6559, 8.9615, 26.3221, -0.0094, 0.0052, 0.0116
Si, 3.8791, 8.9968, 26.453, 0.0022, -0.0014, -0.0015
Si, 7.7865, 8.9769, 26.2951, 0.0018, -0.018, 0.0163
Si, 1.9243, 12.3662, 26.2051, -0.0052, -0.014, -0.0039
Si, 5.7926, 12.3146, 26.2799, 0.0045, 0.0083, -0.0009
Si, 9.6821, 12.3231, 26.1986, -0.0044, 0.0003, 0.0045
Si, 1.981, 1.1707, 27.0347, -0.0205, 0.0137, 0.0267
Si, 5.8225, 1.1679, 27.0223, -0.0062, -0.0042, -0.0074
Si, 9.6836, 1.1584, 27.0117, 0.0007, -0.0079, 0.0142
Si, 11.6384, 4.4995, 27.018, 0.0065, 0.0129, 0.0049
Si, 3.8754, 4.4989, 27.0269, -0.007, 0.0095, -0.005
Si, 7.7504, 4.5031, 27.0464, -0.0123, 0.0246, 0.0024
Si, 1.9547, 7.8033, 27.073, 0.002, -0.0144, -0.0068
Si, 5.8437, 7.8746, 27.0858, 0.0013, -0.0112, 0.0038
Si, 9.7072, 7.8528, 27.0737, -0.0012, -0.0041, 0.0054
Si, 11.6146, 11.2188, 27.036, -0.0047, -0.0021, -0.0039
Si, 3.8438, 11.2502, 27.0746, 0.0032, -0.0013, 0.0076
Si, 7.7535, 11.2126, 27.044, 0.0108, 0.0063, -0.0163
Si, 1.9336, 1.1164, 29.4135, 0.1266, 0.1114, -0.0563
Si, 5.8008, 1.1164, 29.4135, 0.0333, 0.1034, -0.1499
Si, 9.6679, 1.1164, 29.4135, 0.0392, 0.0529, -0.1616
Si, 0, 4.4654, 29.4135, 0.1314, 0.0735, -0.1122
Si, 3.8672, 4.4654, 29.4135, -0.0656, 0.0224, -0.1879
Si, 7.7343, 4.4654, 29.4135, 0.0692, 0.0034, -0.0133
Si, 1.9336, 7.8145, 29.4135, -0.0173, -0.1736, 0.2314
Si, 5.8008, 7.8145, 29.4135, 0.1301, 0.024, 0.3903
Si, 9.6679, 7.8145, 29.4135, 0.0476, 0.04, 0.1585
Si, 0, 11.1635, 29.4135, 0.0096, 0.1265, -0.0765
Si, 3.8672, 11.1635, 29.4135, -0.0982, 0.2599, 0.2471
Si, 7.7343, 11.1635, 29.4135, 0.0285, 0.1054, -0.0767
Si, 0, 0, 0.3944, -0.0712, -0.1007, -0.2283
Si, 3.8672, 0, 0.3944, 0.0297, -0.1322, 0.2979
Si, 7.7343, 0, 0.3944, -0.199, -0.1772, 0.0093
Si, 1.9336, 3.3491, 0.3944, 0.0899, -0.0979, -0.163
Si, 5.8008, 3.3491, 0.3944, -0.0955, -0.0727, 0.1696
Si, 9.6679, 3.3491, 0.3944, -0.2079, 0.0351, -0.1078
Si, 0, 6.6981, 0.3944, -0.0706, 0.0153, 0.0318
Si, 3.8672, 6.6981, 0.3944, -0.0094, -0.1091, -0.1847
Si, 7.7343, 6.6981, 0.3944, 0.0195, 0.0049, 0.0002
Si, 1.9336, 10.0472, 0.3944, -0.018, -0.0071, -0.087
Si, 5.8008, 10.0472, 0.3944, 0.1361, 0.1183, 0.0484
Si, 9.6679, 10.0472, 0.3944, 0.0178, -0.139, -0.0625
Si, 11.5534, -0.0279, 2.7383, -0.0056, -0.0114, -0.0005
Si, 3.8481, -0.0453, 2.7978, 0.0153, -0.0289, -0.0324
Si, 7.6672, -0.0725, 2.7683, -0.006, -0.0143, -0.0172
Si, 1.9286, 3.2994, 2.7382, 0.0159, -0.0039, -0.0065
Si, 5.7592, 3.3031, 2.7949, -0.0109, -0.0077, 0.0028
Si, 9.5985, 3.3354, 2.7548, -0.0058, -0.0094, -0.0198
Si, 11.5852, 6.6598, 2.7589, -0.0119, 0.0293, -0.0033
Si, 3.8717, 6.6447, 2.7383, 0.0035, 0.0063, 0.0074
Si, 7.7362, 6.6727, 2.7578, -0.0031, 0.0066, -0.0224
Si, 1.9379, 10.0128, 2.7577, -0.0108, 0.0118, -0.0021
Si, 5.8314, 10.0579, 2.7753, -0.0101, 0.0061, -0.0174
Si, 9.6838, 9.9913, 2.7561, 0.0024, 0.0057, 0.0041
Si, 11.5514, 2.229, 3.4223, -0.0063, 0.0077, 0.0199
Si, 3.8196, 2.1601, 3.6218, 0.0032, 0.0187, 0.0082
Si, 7.6834, 2.1377, 3.548, 0.0006, 0.0086, 0.0003
Si, 1.9175, 5.5248, 3.4898, 0.0107, -0.0054, -0.0072
Si, 5.8109, 5.5591, 3.5535, 0.0173, 0.0026, -0.0116
Si, 9.6515, 5.5579, 3.5845, 0.0016, 0.0013, 0.0097
Si, 11.6218, 8.8887, 3.5754, 0.012, -0.009, -0.0021
Si, 3.9115, 8.8873, 3.4474, 0.0152, -0.0069, -0.0008
Si, 7.7472, 8.8942, 3.5656, 0.0051, -0.0125, -0.0157
Si, 1.8728, 12.252, 3.5345, 0.0041, -0.0107, -0.0022
Si, 5.7543, 12.2426, 3.7335, -0.0095, -0.0035, 0.0351
Si, 9.6225, 12.2201, 3.4993, -0.0029, -0.0027, 0.0037
Si, 11.4731, 2.2089, 5.7355, 0.042, -0.0346, 0.0101
Si, 3.7364, 2.0964, 6.0262, -0.033, -0.0437, 0.003
Si, 7.6172, 2.0206, 5.9166, -0.0188, -0.0092, 0.0148
Si, 1.9049, 5.4585, 5.8319, -0.0323, -0.037, 0.023
Si, 5.8175, 5.535, 5.9203, -0.0504, -0.0604, -0.0162
Si, 9.6315, 5.5047, 5.97, -0.0221, -0.0258, -0.0289
Si, 11.6624, 8.838, 5.9611, -0.0169, 0.0016, -0.0102
Si, 3.9548, 8.8275, 5.7713, -0.0259, -0.007, -0.0105
Si, 7.7915, 8.8372, 5.9444, -0.0008, 0.0484, 0.0122
Si, 1.7984, 12.2022, 5.8993, -0.0006, 0.0088, 0.0033
Si, 5.7229, 12.1694, 6.2374, -0.0099, -0.0157, -0.0176
Si, 9.5964, 12.1551, 5.8455, -0.0105, -0.0137, -0.0076
Si, 1.6509, 1.0334, 6.6726, 0.0079, 0.0296, -0.021
Si, 5.6543, 1.048, 6.9638, -0.052, 0.102, -0.1262
Si, 9.6407, 0.9795, 6.5849, 0.0177, 0.008, -0.0033
Si, 11.569, 4.3761, 6.6765, -0.1044, 0.1102, -0.0952
Si, 3.8631, 4.3743, 6.5744, 0.1335, 0.0539, -0.0003
Si, 7.7022, 4.2448, 6.5871, 0.0075, 0.0556, 0.0484
Si, 2.0636, 7.6792, 6.5363, 0.0371, -0.004, -0.022
Si, 5.8632, 7.7754, 6.7754, 0.0264, -0.0328, 0.0192
Si, 9.7445, 7.7419, 6.7595, 0.0396, -0.0266, -0.0111
Si, 11.469, 11.051, 6.7663, -0.0072, 0.0608, -0.0316
Si, 3.6655, 10.9807, 6.6458, 0.0084, 0.0139, -0.0258
Si, 7.7587, 11.0239, 6.8217, 0.0073, -0.002, -0.0687
O, 9.9643, 7.8762, 8.4225, -0.0004, 0.02, 0.039
O, 9.9319, 0.8543, 8.2312, 0.0379, 0.0146, 0.0124
O, 1.0673, 1.0034, 8.2558, -0.0594, 0.0239, 0.0901
O, 3.0853, 10.5905, 8.1544, -0.0069, -0.0193, 0.0372
O, 5.9114, 7.8793, 8.456, -0.0407, 0.0178, -0.0727
O, 5.5059, 1.3259, 8.6306, 0.0445, -0.0539, 0.1345
O, 3.9864, 4.3898, 8.2163, -0.0664, -0.0421, 0.0272
O, 7.6601, 3.8392, 8.2115, 0.0142, -0.0468, 0.0685
O, -0.0914, 4.4323, 8.3489, 0.0436, -0.0577, 0.1683
O, 11.1692, 11.0796, 8.4147, -0.0192, -0.035, 0.068
O, 8.1057, 10.8194, 8.4593, -0.041, 0.0071, 0.1134
O, 2.4705, 7.5244, 8.1268, 0.0061, -0.0116, 0.046
O, 11.4223, 0.1917, 21.261, -0.0182, 0.0191, -0.0572
O, 10.0904, 3.6091, 21.5613, -0.0134, 0.0455, -0.313
O, 4.1455, 7.5229, 21.5798, 0.0006, -0.0109, -0.0054
O, 5.9701, 4.1165, 21.4344, -0.0141, 0.0308, -0.1079
O, 5.7134, 9.7617, 21.6316, 0.0106, -0.0304, -0.0281
O, 1.939, 3.3514, 21.2421, 0.1097, -0.0103, -0.0972
O, 7.3903, 13.3734, 21.5174, -0.0174, 0.0265, -0.0039
O, 3.983, 0.0929, 21.3469, 0.015, 0.0192, 0.0157
O, 7.7376, 6.7417, 21.4758, 0.0057, 0.0254, 0.1154
O, 2.1107, 10.1155, 21.5918, -0.0038, 0.0208, -0.0293
O, 11.4546, 6.9009, 21.3804, 0.0046, 0.0086, -0.0319
O, 10.1452, 9.7031, 21.5701, -0.006, -0.0422, 0.0222
Si, 11.7209, 6.5004, 11.312, 0.0265, -0.0197, -0.1102
Si, 1.5724, 10.3216, 16.2376, 0.0644, 0.0748, 0.0652
Si, 0.2445, 3.7813, 9.8076, 0.0251, -0.075, -0.0221
Si, 8.0378, 12.8006, 20.1454, -0.0012, 0.0169, 0.0516
Si, 2.8649, 10.4886, 9.7532, -0.0026, 0.0189, -0.0269
Si, 2.5321, 10.3444, 20.0441, 0.0014, 0.0254, 0.0298
Si, 10.365, 3.6529, 19.9655, -0.06, -0.0491, 0.2116
Si, 0.3162, 12.8608, 17.1047, 0.0391, 0.0002, 0.1285
Si, 10.8291, 0.6591, 19.7981, 0.0124, -0.0311, 0.052
Si, 3.2349, 7.7717, 16.312, -0.0302, -0.0061, 0.0597
Si, 0.2533, 6.4461, 19.8687, 0.0547, -0.0085, 0.0551
Si, 9.3386, 2.296, 14.1828, -0.0342, -0.2898, -0.0662
Si, 2.7779, 2.6005, 10.8995, -0.0479, 0.0435, -0.0034
Si, 5.1076, 11.8781, 15.3572, 0.0135, 0.0415, 0.019
Si, 4.9286, 8.6623, 20.6932, -0.0196, 0.0265, 0.0476
Si, 3.5946, -0.3445, 11.2733, 0.0025, -0.0303, -0.034
Si, 5.7478, 8.8286, 14.9322, -0.1955, 0.115, -0.0295
Si, -0.1141, 11.4361, 9.9837, -0.0063, 0.0418, -0.0775
Si, 9.3966, 9.9218, 20.1377, -0.0058, 0.0804, 0.0603
Si, 3.3627, 0.0165, 19.8363, 0.0095, 0.0088, 0.0165
Si, 7.5575, 4.6864, 9.5887, -0.0258, -0.0319, -0.1154
Si, 2.3663, 12.2821, 14.1449, 0.009, 0.0281, 0.019
Si, 6.0937, 0.6078, 10.0051, 0.0168, 0.0374, -0.0297
Si, 2.6513, 2.8642, 19.832, -0.0318, -0.0237, 0.0383
Si, 5.6645, 4.1036, 13.5707, 0.018, -0.0445, -0.0999
Si, 7.3191, 0.2396, 15.5773, -0.0211, -0.013, -0.0099
Si, 9.6172, 11.6913, 15.135, -0.0879, 0.2457, -0.009
Si, 2.128, 6.6058, 13.6131, 0.0348, -0.0177, -0.0092
Si, 2.6561, 3.4836, 13.845, -0.0216, -0.06, -0.017
Si, 11.6663, 9.1348, 18.3759, 0.0406, 0.0821, 0.1391
Si, 11.2812, 0.9668, 9.1574, -0.0009, -0.0157, -0.0702
Si, 9.2226, 7.3466, 9.7768, -0.0864, -0.0342, -0.1472
As, 8.9373, 8.7027, 14.4825, -0.1567, 0.6747, 0.0326
Si, 4.9875, 7.0518, 12.4763, -0.1062, -0.0064, -0.1081
Si, 2.9325, 5.5925, 18.7866, -0.0221, -0.0352, 0.0453
Si, 2.6509, 7.4505, 9.7238, 0.0187, 0.0198, -0.042
Si, 6.3727, 8.4196, 9.9362, -0.0028, 0.0432, -0.0796
Si, 4.4121, 4.7772, 9.7141, 0.0513, 0.0034, -0.0914
Si, 9.2841, 10.94, 12.1967, 0.0517, 0.1198, -0.1341
Si, 5.8181, 13.0683, 17.9309, 0.0166, 0.0178, 0.0557
Si, 7.8499, 4.6307, 18.4651, -0.0299, -0.0103, 0.1258
As, 8.1623, 5.1377, 15.2434, -0.2806, -0.5773, 0.4263
Si, 7.2603, 11.1841, 9.8257, 0.0897, 0.0407, -0.1128
Si, 5.2711, 4.1076, 19.9579, 0.0108, -0.0342, 0.0878
Si, 0.7519, 1.3936, 15.0294, 0.0665, 0.004, 0.011
Si, 7.5224, 7.3638, 19.9866, -0.0515, 0.1142, -0.0045
Si, 7.7388, 2.5968, 11.719, -0.0475, -0.009, -0.0657
O, 3.5528, 6.1237, 10.1132, -0.0277, 0.0142, 0.0156
O, 1.8061, 2.6345, 14.9374, -0.0011, 0.018, -0.001
O, -0.215, 13.0693, 10.1505, -0.0076, -0.0412, 0.0527
O, 8.4607, 8.6615, 19.7723, -0.0074, -0.0557, -0.0123
O, 2.2981, 1.2702, 19.5813, -0.0115, 0.0046, -0.0189
O, 8.219, 4.4727, 16.9012, 0.054, 0.1854, -0.4322
O, 2.6658, 11.9395, 19.708, 0.0088, -0.0108, -0.0053
O, 7.3189, 8.8848, 15.3447, 0.3113, -0.1413, -0.045
O, 1.2815, 0.0969, 14.1835, -0.0282, -0.0239, -0.0251
O, 4.272, 3.3907, 14.0444, 0.0483, 0.0252, 0.0455
O, 4.1773, 3.4458, 10.6735, -0.0067, -0.005, 0.0514
O, 10.8501, 1.7783, 14.5148, -0.048, 0.0671, -0.004
O, 11.5671, 4.8909, 10.9837, -0.0139, 0.0171, -0.0088
O, 10.858, 12.3081, 15.9862, -0.0391, -0.0138, -0.0828
O, 1.8154, 3.3623, 9.8368, 0.0472, -0.0113, -0.0878
O, 8.5255, 5.9509, 9.3543, 0.0561, 0.0195, 0.0189
O, 11.1201, 2.258, 19.5327, 0.029, 0.0387, -0.0247
O, 5.5677, 7.5774, 11.0546, -0.0226, 0.0099, 0.0533
O, 11.3671, 7.5617, 18.757, -0.0058, -0.008, -0.0307
O, 7.9907, 8.318, 10.199, 0.01, 0.0131, 0.053
O, 10.2581, 7.1877, 11.0326, 0.028, 0.0199, 0.1131
O, 9.2374, 3.8839, 14.5407, 0.024, 0.3325, -0.023
O, 8.6042, 11.3054, 20.3624, -0.0315, -0.0303, -0.0085
O, 10.5586, 10.7784, 11.1636, -0.0526, -0.0558, 0.1123
O, 8.3337, 12.3889, 15.8544, 0.0609, -0.0733, -0.039
O, 4.2811, 2.8189, 20.0007, 0.0275, 0.0112, -0.0202
O, 4.4943, 0.2165, 18.6825, -0.0104, 0.0028, 0.0058
O, 10.4295, 10.063, 18.8906, 0.0304, -0.0246, -0.0591
O, 6.5683, 0.7594, 16.9481, 0.0261, -0.0052, -0.0075
O, 0.6806, 6.7906, 12.8375, -0.049, 0.0141, 0.0568
O, 1.1618, 7.2241, 10.3125, -0.0305, -0.0379, 0.0396
O, 3.3501, 7.1384, 12.6517, 0.0067, -0.004, 0.0221
O, 3.9141, 9.5174, 19.7469, 0.0047, 0.0017, -0.0127
O, 6.5065, 4.4676, 14.9191, 0.2683, 0.1172, 0.076
O, 0.7626, 0.9542, 16.6026, -0.049, -0.0122, -0.0525
O, 1.52, 11.7396, 17.0869, -0.0029, -0.0376, -0.0268
O, 5.6881, 8.0783, 13.5016, 0.0785, -0.0341, 0.0546
O, 2.9958, 12.3891, 12.6389, -0.0125, -0.0099, 0.0109
O, 6.4878, 3.0154, 12.6806, 0.0196, 0.0332, 0.0206
O, 2.8275, 9.337, 16.6484, 0.0365, -0.0239, -0.0103
O, 5.9946, 7.8822, 19.7441, 0.0069, -0.0108, -0.0254
O, 1.8785, 6.3484, 19.7738, -0.0033, 0.0019, -0.017
O, 1.3946, 9.6419, 19.1464, -0.0199, -0.0262, -0.0239
O, 9.6347, 10.0854, 15.3688, -0.0013, -0.4477, 0.0566
O, 3.2138, 8.9362, 10.2097, 0.0043, -0.0147, -0.0004
O, 8.768, 9.5229, 12.8534, -0.0111, -0.2199, 0.2003
O, 2.2528, 7.3909, 15.0401, 0.0036, 0.0058, -0.0246
O, 8.9221, 3.7098, 19.254, -0.1759, 0.0904, -0.1406
O, 4.8296, 7.9087, 15.9496, 0.104, -0.0045, -0.041
O, 7.3194, 1.4532, 10.643, 0.0051, 0.0312, 0.0269
O, 7.8968, 6.2105, 18.9008, -0.0052, -0.0105, -0.0061
O, 6.0049, 5.1039, 9.8256, -0.0513, -0.0069, 0.0017
O, 6.8843, -0.7742, 19.0464, -0.0365, -0.0046, -0.0404
O, 11.0745, 2.349, 10.0304, 0.018, 0.0708, 0.0074
O, 9.0172, 2.086, 12.5898, 0.0075, 0.0479, 0.0429
O, 9.6278, 11.9431, 13.4829, -0.0003, -0.0597, 0.038
O, 6.3929, 3.9803, 18.7996, 0.0735, 0.025, -0.0609
O, 6.1116, 10.0332, 10.0562, 0.003, -0.0006, 0.0376
O, 1.3555, 10.8083, 10.2643, -0.0097, -0.0191, 0.0299
O, 5.1837, 10.3631, 14.7581, 0.0064, -0.0706, -0.0086
O, 1.6775, 10.8327, 14.6428, 0.0051, -0.0261, -0.0263
O, 11.4314, 13.0787, 18.6383, -0.0113, -0.0281, -0.029
O, 5.414, 11.804, 16.9675, 0.0057, -0.0304, -0.0315
O, 8.1017, 11.4805, 11.1939, -0.0033, -0.0966, 0.1126
O, 11.1986, 4.9884, 19.5294, 0.0188, 0.0078, -0.003
O, 8.1682, 1.4744, 14.9772, 0.0382, 0.0151, -0.0206
O, 2.3764, 4.0101, 18.6462, -0.0139, 0.0012, -0.0015
O, 3.7419, 11.7452, 10.3118, 0.0053, 0.0213, 0.0215
O, 9.2091, 0.4491, 19.7225, 0.0369, 0.0119, -0.0149
O, 2.2335, 2.8691, 12.4035, 0.0235, -0.0063, 0.018
O, 3.6211, 12.5122, 15.156, 0.0011, -0.0419, 0.0029
O, 8.1796, 3.9104, 10.8639, 0.0213, -0.044, 0.0802
O, 5.0921, 0.3249, 11.2788, 0.0256, 0.0097, -0.0201
O, 4.3673, 5.4309, 19.5656, 0.0135, 0.0034, 0.0054
O, 6.1459, 12.9481, 14.6381, -0.0105, -0.0221, -0.0033
O, 3.0697, 6.5626, 17.4443, 0.0113, 0.0381, -0.0509
O, 2.7403, 0.963, 10.7157, 0.0007, 0.0283, 0.0164
O, 0.2947, 9.3995, 16.7649, -0.0566, -0.0326, -0.0557
O, 5.4056, 5.4886, 12.721, 0.0315, 0.0292, 0.0257
O, 2.235, 5.0342, 13.9668, 0.0096, 0.0142, 0.0025
O, 6.5659, 12.5803, 9.4093, -0.0339, -0.0309, 0.0187

Results
free energy: -174311.274 eV
free energy less fixed offsets of As -4856.12, O -568.88, Si -635.61 eV per atom: 9.016 eV

The program warned: the cutoff lies below the one the program advises for these potential files; the forces do not sum to zero within the program's tolerance; the exchange-correlation potential is rough where the density is thin.
